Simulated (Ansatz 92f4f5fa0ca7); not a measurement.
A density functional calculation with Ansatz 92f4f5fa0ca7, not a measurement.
Periodic cell of 460 atoms, Si304O156, from a study of silicon, its oxide and their interface. The atomic structure is a simulated model.
Doubt: the cutoff is far below the 930 eV that the study's wrapper takes by default for these files, so forces and energies are approximate.
This geometry differs little from another in the collection (a relaxation step or a small displacement).

Settings: functional PBE; potential files Ansatz PAW; basis plane waves; wave-function cutoff 580 eV; density cutoff ratio 5; exchange-correlation grid ratio 1; k mesh 1 x 1 x 1, Gamma-centred; self-consistency stop 5e-08 eV per atom in the density residual; occupations fixed; spin none; net charge 0.

Cell vectors (angstrom)
a 15.4691 0 0
b 0 15.4691 0
c 4.4527 -3.228 34.4672

Atoms and the computed forces on them: element, x, y, z (angstrom), force x, y, z (eV/angstrom)
Si 12.621 -3.213 25.803 -0.007 0.012 -0.004
Si 12.755 -7.146 25.575 -0.013 0.061 0.023
Si 5.021 -3.355 25.589 -0.062 0.017 0.049
Si 5.23 0.683 25.718 0.011 0.006 0.017
Si 5.267 -10.79 25.765 0.004 -0.004 0.036
Si 5.163 -7.195 25.912 0 0.002 0.008
Si 8.123 -3.235 25.815 0.033 0.005 -0.023
Si 7.674 0.577 25.723 -0.007 -0.016 -0.009
Si 7.686 -10.883 25.75 -0.002 0.003 0.01
Si 7.521 -7.098 25.808 -0.003 0.012 -0.003
Si 10.914 -3.035 24.175 0.005 -0.007 -0.007
Si 12.953 0.587 25.724 0.006 -0.005 0.028
Si 12.623 -11.001 25.531 -0.006 0.005 0.01
Si -0.394 -3.167 25.556 -0.014 -0.017 0.014
Si -0.1 0.655 25.716 0.002 -0.01 0.01
Si 0.344 -10.977 25.548 -0.035 0.037 0.07
Si -0.246 -7.107 25.5 0.004 -0.018 0.01
Si 4.54 -1.327 26.824 0.002 -0.005 -0.004
Si 4.592 2.646 26.876 -0.001 -0.006 -0.003
Si 4.567 -9.051 27.187 0.001 -0.007 0.003
Si 4.516 -5.196 26.965 -0.004 -0.008 0.008
Si 8.259 -1.266 27.065 0.01 0.027 0.038
Si 8.271 2.577 26.889 -0.006 0.001 0.016
Si 8.23 -8.997 27.04 -0.013 -0.006 0.023
Si 8.246 -5.217 27.035 0.012 -0.026 0.02
Si 12.268 -1.268 27.062 0.019 0.001 -0.001
Si 12.271 2.549 26.883 -0.014 -0.012 -0.012
Si 12.251 -9.06 26.887 -0.01 -0.004 0.015
Si 12.218 -5.231 26.939 0.051 -0.047 -0.024
Si 0.426 -1.328 26.893 0.029 0.02 0.005
Si 0.594 2.571 26.913 -0.007 -0.006 -0.004
Si 0.535 -8.978 26.829 -0.009 -0.009 -0.031
Si 0.38 -5.139 26.726 0 0.013 -0.001
Si 2.51 -1.323 28.139 -0.021 0 -0.001
Si 2.583 2.567 28.209 0.003 0.002 0.007
Si 2.47 -9.005 28.258 0.003 0.002 0.012
Si 2.427 -5.143 28.128 0.004 0 0.008
Si 6.333 -1.308 28.397 -0.003 0.015 0.007
Si 6.425 2.603 28.373 0.001 0.01 0.003
Si 6.442 -9.018 28.553 0.008 0 -0.011
Si 6.363 -5.15 28.439 -0.011 -0.008 0.01
Si 10.26 -1.255 28.316 -0.012 -0.013 0.001
Si 10.272 2.57 28.199 0.005 0.007 0.007
Si 10.278 -9.025 28.235 0.017 -0.005 0.001
Si 10.255 -5.211 28.276 -0.02 0.011 0.022
Si 14.142 -1.289 28.46 -0.021 0.014 0.011
Si 14.153 2.608 28.341 0.016 0.018 0.012
Si 14.141 -9.062 28.318 -0.004 -0.015 0.005
Si 14.11 -5.197 28.345 -0.021 -0.009 -0.002
Si 2.504 -3.231 29.59 0.003 -0.001 0.005
Si 2.527 0.614 29.597 0.006 -0.004 0.006
Si 2.505 4.502 29.627 0.005 0.007 0.004
Si 2.498 -7.056 29.614 0.008 0 0.007
Si 6.376 -3.215 29.746 0.001 -0.002 0.017
Si 6.376 0.65 29.706 0.001 -0.007 0.007
Si 6.399 4.482 29.77 -0.006 -0.003 -0.001
Si 6.389 -7.059 29.78 0.004 0.006 0.002
Si 10.257 -3.238 29.644 -0.002 0.001 -0.004
Si 10.256 0.676 29.663 -0.006 0 0.005
Si 10.256 4.5 29.621 -0.001 0.002 0.004
Si 10.263 -7.12 29.664 -0.009 -0.001 0.011
Si 14.121 -3.262 29.721 0.002 -0.001 0
Si 14.13 0.68 29.72 -0.002 -0.025 -0.009
Si 14.124 4.511 29.711 0.001 0.003 -0.012
Si 14.129 -7.129 29.689 -0.003 0.015 0.004
Si 4.453 -3.228 31.048 -0.466 -0.068 -0.063
Si 4.453 0.639 31.048 -0.266 -0.031 -0.126
Si 4.453 4.506 31.048 -0.369 -0.016 0.029
Si 4.453 -7.095 31.048 -0.48 0.168 0.064
Si 8.32 -3.228 31.048 0.239 -0.013 0.05
Si 8.32 0.639 31.048 0.067 0.078 -0.026
Si 8.32 4.506 31.048 0.462 -0.112 0.193
Si 8.32 -7.095 31.048 0.385 0.051 0.305
Si 12.187 -3.228 31.048 -0.171 -0.097 0.019
Si 12.187 0.639 31.048 -0.087 0.185 0.039
Si 12.187 4.506 31.048 -0.201 0.001 -0.112
Si 12.187 -7.095 31.048 0.016 -0.083 -0.026
Si 0.586 -3.228 31.048 0.247 -0.068 -0.12
Si 0.586 0.639 31.048 0.338 0.1 -0.126
Si 0.586 4.506 31.048 0.164 -0.083 -0.016
Si 0.586 -7.095 31.048 0.118 0.006 -0.099
Si 0 1.934 3.417 0.04 0.041 -0.017
Si 0 5.801 3.417 0.047 0.114 -0.005
Si 0 -5.801 3.417 0.038 -0.03 -0.003
Si 0 -1.934 3.417 0.045 -0.126 -0.014
Si 3.867 1.934 3.417 0.003 0.003 0.003
Si 3.867 5.801 3.417 -0.067 -0.007 -0.004
Si 3.867 -5.801 3.417 -0.049 0.042 0.006
Si 3.867 -1.934 3.417 -0.037 -0.059 0.018
Si 7.734 1.934 3.417 0.003 0.059 0.011
Si 7.734 5.801 3.417 0.035 0.035 0.003
Si 7.734 -5.801 3.417 0.001 -0.018 -0.002
Si 7.734 -1.934 3.417 0.036 -0.081 0
Si -3.867 1.934 3.417 -0.024 -0.015 0.006
Si -3.867 5.801 3.417 -0.042 0 -0.015
Si -3.867 -5.801 3.417 -0.021 0.029 -0.001
Si -3.867 -1.934 3.417 -0.048 -0.046 0.002
Si -1.934 1.934 4.785 -0.006 -0.043 0.134
Si -1.934 5.801 4.785 -0.073 0.053 0.079
Si -1.934 -5.801 4.785 -0.081 0.164 0.104
Si -1.934 -1.934 4.785 0.007 -0.092 0.227
Si 1.934 1.934 4.785 -0.143 0.112 -0.195
Si 1.934 5.801 4.785 0.047 0.163 -0.544
Si 1.934 -5.801 4.785 -0.011 -0.131 -0.288
Si 1.934 -1.934 4.785 -0.096 -0.221 -0.28
Si 5.801 1.934 4.785 0.008 0.031 -0.033
Si 5.801 5.801 4.785 0.045 -0.083 0.18
Si 5.801 -5.801 4.785 0.123 -0.056 0.058
Si 5.801 -1.934 4.785 0.063 0.021 0.23
Si 9.668 1.934 4.785 0.067 0.132 0.004
Si 9.668 5.801 4.785 0.06 0.252 -0.373
Si 9.668 -5.801 4.785 0.032 0.041 0.064
Si 9.668 -1.934 4.785 0.029 -0.434 -0.184
Si -1.903 -0.007 6.168 -0.001 0.004 -0.008
Si -1.937 3.869 6.16 0.004 0 -0.008
Si -1.953 -7.717 6.155 0.014 0.007 0.029
Si -1.96 -3.869 6.201 0.016 -0.014 0.006
Si 1.903 -0.012 6.096 0.003 0.011 -0.029
Si 1.901 3.904 6.107 0.01 -0.002 -0.011
Si 1.979 -7.745 6.12 -0.004 0.002 0.02
Si 1.914 -3.892 6.128 0.005 -0.01 -0.019
Si 5.794 0.018 6.161 0 0.008 -0.012
Si 5.778 3.849 6.172 -0.013 -0.009 -0.006
Si 5.833 -7.736 6.167 -0.029 0.011 0.013
Si 5.84 -3.88 6.168 -0.017 -0.003 -0.008
Si 9.662 -0.028 6.093 0.007 -0.015 -0.022
Si 9.673 3.915 6.126 0.001 0.023 -0.01
Si 9.69 -7.736 6.15 -0.017 -0.004 0.007
Si 9.688 -3.888 6.192 -0.01 -0.031 -0.016
Si 0.034 0 7.55 -0.013 0.008 0.002
Si 0.001 3.912 7.51 -0.007 0.001 -0.004
Si 0.035 -7.748 7.424 0.007 0 -0.04
Si 0.002 -3.912 7.536 -0.017 -0.001 -0.003
Si 3.811 0.031 7.453 -0.001 0.006 0.013
Si 3.792 3.865 7.493 0.001 0.005 0.008
Si 3.889 -7.773 7.524 0.008 -0.014 -0.068
Si 3.863 -3.947 7.449 0.011 -0.019 -0.002
Si 7.754 -0.021 7.492 -0.009 0.01 0.012
Si 7.745 3.873 7.496 0.001 -0.009 0.013
Si 7.784 -7.754 7.536 0.035 -0.001 -0.016
Si 7.764 -3.929 7.593 0.013 0.021 0.028
Si -3.875 -0.053 7.451 0.009 0.013 0.019
Si -3.866 3.986 7.512 0.002 -0.008 0.003
Si -3.886 -7.662 7.574 0 -0.008 0.002
Si -3.875 -3.917 7.652 0 0.03 0.025
Si 0.59 1.989 8.725 0.034 -0.002 -0.003
Si -0.055 5.863 8.869 0.002 -0.011 0.012
Si 0.038 -5.884 8.846 -0.016 0.017 -0.001
Si 0.428 -1.981 8.825 -0.021 0 -0.019
Si 3.076 1.94 8.657 -0.026 -0.001 -0.015
Si 3.821 5.753 8.913 -0.004 -0.031 0.008
Si 3.87 -5.832 8.889 -0.016 0.051 0
Si 3.579 -1.976 8.656 0.038 0.012 -0.007
Si 8.527 1.919 8.563 0.025 0.012 -0.015
Si 7.724 5.773 8.896 -0.002 -0.019 -0.007
Si 7.831 -5.875 8.992 -0.003 0.013 -0.017
Si 8.055 -1.934 8.852 -0.038 -0.032 -0.039
Si -4.496 1.943 8.469 -0.036 0.004 -0.016
Si -3.838 5.915 8.971 0.015 -0.001 -0.008
Si -3.886 -5.826 9.142 0.006 -0.004 -0.006
Si -4.233 -1.92 8.884 0.039 -0.017 -0.053
Si -1.898 6.494 10.23 -0.007 0.041 -0.011
Si -1.825 -6.513 10.133 0.011 -0.036 0.003
Si 1.857 6.119 10.198 0.009 -0.013 -0.018
Si 1.957 -6.182 10.236 0.012 -0.001 0.029
Si 5.772 6.059 10.212 -0.011 -0.048 -0.008
Si 5.818 -6.209 10.154 0.002 0.035 0.019
Si -5.814 5.668 10.243 -0.002 0.017 0.015
Si -5.839 -5.845 10.613 0.009 -0.001 0.013
Si -6.159 -4.328 12.404 -0.002 0.006 0.014
Si -6.242 -7.531 12.371 -0.003 -0.005 0.014
Si 4.453 -5.162 32.416 -0.153 -0.017 0.02
Si 4.453 -1.294 32.416 -0.127 0.005 -0.02
Si 4.453 2.573 32.416 -0.197 0.002 0.009
Si 4.453 -9.029 32.416 -0.147 -0.014 -0.014
Si 8.32 -5.162 32.416 0.144 -0.018 0.027
Si 8.32 -1.294 32.416 0.105 -0.009 -0.017
Si 8.32 2.573 32.416 0.111 0.012 0.031
Si 8.32 -9.029 32.416 0.091 0.006 0.005
Si 12.187 -5.162 32.416 -0.057 0.017 0.006
Si 12.187 -1.294 32.416 -0.047 -0.009 -0.031
Si 12.187 2.573 32.416 -0.055 -0.029 0.024
Si 12.187 -9.029 32.416 -0.061 0.022 0.003
Si 0.586 -5.162 32.416 0.089 0.009 0.004
Si 0.586 -1.294 32.416 0.065 -0.005 -0.036
Si 0.586 2.573 32.416 0.132 0.003 0.012
Si 0.586 -9.029 32.416 0.135 0.002 -0.013
Si 6.386 -5.162 33.783 0.001 -0.004 -0.017
Si 6.386 -1.294 33.783 0 -0.012 -0.009
Si 6.386 2.573 33.783 0.024 0.011 -0.03
Si 6.386 -9.029 33.783 0.027 0 -0.03
Si 10.253 -5.162 33.783 -0.009 -0.005 0.022
Si 10.253 -1.294 33.783 -0.001 0.025 0.02
Si 10.253 2.573 33.783 -0.009 -0.015 0.022
Si 10.253 -9.029 33.783 -0.014 -0.001 0.014
Si -1.348 -5.162 33.783 -0.008 0.009 -0.018
Si -1.348 -1.294 33.783 -0.004 0.016 -0.011
Si -1.348 2.573 33.783 -0.003 -0.003 -0.017
Si -1.348 -9.029 33.783 -0.015 -0.022 -0.015
Si 2.519 -5.162 33.783 0.008 -0.017 0.024
Si 2.519 -1.294 33.783 0.011 0.021 0.02
Si 2.519 2.573 33.783 -0.011 0.016 0.025
Si 2.519 -9.029 33.783 -0.007 -0.018 0.02
Si 1.934 0 0.683 0.004 -0.024 0.011
Si 1.934 3.867 0.683 -0.012 0.011 0.008
Si 1.934 7.734 0.683 -0.034 0.016 0.01
Si 1.934 -3.867 0.683 -0.009 0.005 0.012
Si 5.801 0 0.683 0.021 -0.012 -0.009
Si 5.801 3.867 0.683 0.016 -0.002 -0.005
Si 5.801 7.734 0.683 -0.001 0.021 -0.012
Si 5.801 -3.867 0.683 0 -0.004 -0.01
Si -5.801 0 0.683 -0.001 -0.012 0.002
Si -5.801 3.867 0.683 -0.008 -0.002 0.005
Si -5.801 7.734 0.683 0.019 -0.005 0.009
Si -5.801 -3.867 0.683 0.008 0.016 0.011
Si -1.934 0 0.683 -0.011 -0.014 -0.015
Si -1.934 3.867 0.683 -0.012 0.006 -0.011
Si -1.934 7.734 0.683 0.013 0.011 -0.011
Si -1.934 -3.867 0.683 0.002 -0.011 -0.013
Si 0 0 2.05 -0.051 0.014 0.011
Si 0 3.867 2.05 -0.05 -0.019 0.002
Si 0 7.734 2.05 -0.065 -0.003 -0.007
Si 0 -3.867 2.05 -0.027 0.006 -0.008
Si 3.867 0 2.05 0.017 0.018 0.014
Si 3.867 3.867 2.05 0.049 0.004 -0.008
Si 3.867 7.734 2.05 0.045 -0.002 -0.006
Si 3.867 -3.867 2.05 0.042 -0.014 -0.011
Si 7.734 0 2.05 0.009 0.013 0.016
Si 7.734 3.867 2.05 0.005 -0.013 -0.003
Si 7.734 7.734 2.05 -0.031 -0.002 -0.012
Si 7.734 -3.867 2.05 -0.047 0.004 -0.01
Si -3.867 0 2.05 0.013 0.013 0.009
Si -3.867 3.867 2.05 0.029 0.014 -0.001
Si -3.867 7.734 2.05 0.043 -0.007 -0.005
Si -3.867 -3.867 2.05 0.04 -0.009 -0.003
Si 3.236 -2.83 23.206 0.002 0.007 0.011
Si 0.556 0.47 23.463 0.012 0.003 -0.003
Si 1.564 -9.892 22.988 0.004 0.001 0.008
Si -0.15 -7.41 23.101 -0.022 0.006 -0.005
Si 4.665 -1.475 21.01 -0.01 0.005 0.004
Si 7.746 -1.087 20.952 0.01 0.002 0.004
Si 4.327 -8.889 23.534 -0.01 0.009 -0.013
Si 5.888 -7.793 21.18 0.01 0.002 0.005
Si 10.261 -5.437 22.387 0.012 -0.003 0.004
Si 8.454 0.728 23.507 0.008 0.002 0.001
Si 8.597 -10.286 23.644 0.011 -0.009 -0.028
Si 8.015 -7.223 23.492 0.005 0.01 -0.018
Si 11.364 -0.048 23.12 -0.012 -0.004 -0.009
Si 11.669 -10.725 23.403 0.005 0.003 -0.007
Si 12.301 -7.571 23.208 0 -0.012 0.012
Si -1.083 1.574 14.453 -0.006 0 0.011
Si -0.195 -1.282 11.737 -0.013 0 0.003
Si 0.334 1.655 11.742 0.007 0.008 -0.018
Si 1.927 -5.231 13.237 -0.012 -0.005 0
Si 4.817 1.449 11.192 -0.001 0.006 -0.02
Si 5.747 -1.301 10.767 0.017 0.009 -0.002
Si -5.574 2.548 10.911 -0.001 -0.015 -0.019
Si -3.078 -1.777 11.885 0.013 0.004 -0.007
Si -0.121 -1.031 15.971 0.002 -0.002 -0.002
Si -2.759 -2.572 16.313 -0.003 -0.002 0.004
Si -0.701 -0.58 19.122 -0.003 -0.005 -0.003
Si 4.226 -8.493 17.073 0.001 0.007 0
Si 1.693 -2.283 13.915 -0.003 -0.006 0.007
Si 4.306 -0.67 13.224 0.013 0 0
Si 8.307 -11.744 17.515 0 0.006 0.003
Si 6.827 2.892 14.916 0.004 0.003 0.003
Si 6.783 -5.877 12.947 -0.009 -0.015 0.006
Si -4.044 1.752 15.433 0 -0.003 0.009
Si 9.146 1.325 13.47 0.003 0.01 -0.009
Si 2.107 4.035 12.62 0.006 0.007 -0.003
Si 3.539 0.132 23.232 0.001 -0.004 0.01
Si -1.07 -6.11 13.206 0.004 -0.002 -0.008
Si -0.203 1.838 20.876 -0.007 0.012 -0.008
Si 9.641 -1.423 13.041 0 0.001 -0.002
Si 0.143 4.349 15.024 -0.001 0.013 0
Si -4.423 -8.275 14.873 -0.004 0.004 -0.02
Si 7.336 -3.543 17.742 0.009 0.002 0.001
Si 0.229 -2.729 23.308 0.013 0.001 -0.02
Si 4.607 -4.382 17.272 0.002 0.003 -0.007
Si 2.085 -11.509 20.314 -0.011 0.015 0
Si 8.532 -1.515 15.897 -0.002 -0.003 -0.002
Si 3.794 -6.341 19.424 -0.002 0 0.001
Si 7.231 -12.326 22.013 0.009 0.012 0.012
Si 12.6 -9.81 18.645 -0.001 -0.004 0.006
Si 0.819 -6.074 20.568 -0.005 0.002 -0.011
Si 10.802 -0.262 17.5 0.005 0.004 0.003
Si 5.026 -12.274 20.185 0.003 -0.002 -0.003
Si 5.314 4.023 12.53 -0.01 0.01 -0.008
Si 12.221 -7.144 17.581 -0.002 0.006 -0.001
Si -1.715 -9.074 13.397 -0.008 -0.01 -0.013
Si 11.879 0.475 20.051 -0.002 -0.003 0.004
Si 9.42 -3.653 19.936 0.003 -0.006 0.006
Si -3.369 -4.187 13.753 -0.002 -0.004 0.001
Si 5.066 -1.642 18.063 0.001 0.002 0
Si 5.823 0.136 15.796 -0.011 -0.013 -0.008
Si -4.468 4.574 16.384 -0.002 0.007 0.002
Si 4.28 -6.296 14.888 0.012 0.002 -0.006
Si -0.813 -3.502 20.536 0 -0.005 -0.001
Si 7.404 1.671 19.488 0.005 -0.003 -0.004
Si 12.215 -4.253 18.81 -0.002 0.003 0.004
Si 6.326 -9.764 18.844 0 0.005 0.008
Si 12.461 -12.16 20.694 -0.002 0.002 0.016
Si 1.577 -9.87 17.547 -0.01 -0.005 0.017
Si -0.552 -8.005 18.484 -0.002 0.006 0.007
O 3.205 -1.336 23.886 -0.006 0.004 -0.005
O 13.236 -4.192 20.089 0.001 0.001 0.007
O 2.141 -10.502 21.599 0.002 -0.025 -0.022
O 2.703 -8.876 23.556 -0.004 -0.004 0.008
O 3.973 -5.14 15.997 0.004 0.008 0.015
O 6.613 -3.263 25.093 0.029 0 -0.034
O 4.135 -3.715 24.231 -0.001 -0.009 -0.015
O 4.652 0.862 24.159 -0.01 0.004 -0.004
O 4.753 -7.521 24.321 -0.001 -0.002 0.001
O 9.374 -3.193 24.741 0.002 -0.003 -0.003
O 11.104 -4.228 23.076 -0.007 0.007 0.017
O 10.083 0.949 23.365 0.007 -0.007 0.013
O 10.062 -10.991 23.529 -0.006 0.005 0.017
O 11.964 -9.163 22.974 -0.006 -0.012 0.012
O 12.547 0.464 24.111 -0.009 0.004 -0.008
O -1.238 -10.992 25.084 0.027 -0.008 -0.019
O -0.113 2.136 10.242 -0.011 -0.002 0.026
O 2.031 -1.98 9.215 -0.012 -0.002 0.034
O 3.644 1.986 10.211 0.02 0 0.036
O 4.543 -2.06 9.981 -0.009 -0.009 0.005
O 4.139 0.788 12.515 -0.005 -0.004 0.007
O 8.509 1.935 10.252 -0.019 0 0.008
O 9.639 -1.877 9.311 -0.009 -0.003 0.031
O -3.383 -1.894 10.288 0.012 0.001 0.037
O -2.83 -3.27 12.507 -0.007 -0.001 0.004
O 5.248 -0.233 17.276 0.003 -0.005 -0.001
O 7.81 2.104 13.898 -0.011 0.012 0.011
O 0.349 -1.11 23.052 -0.001 0.008 0.006
O 0.24 -8.974 22.74 -0.005 0.002 0.008
O 0.71 -6.359 22.181 0 -0.001 0.008
O 6.262 -1.728 21.165 0.002 0.001 0.011
O 3.901 -2.739 21.719 0.007 0.002 -0.001
O 4.257 -1.366 19.442 0.001 0 -0.005
O 5.623 -12.31 21.717 -0.002 0 0.007
O 8.133 -3 16.434 -0.008 0 0.013
O 4.915 -8.813 22.016 0.004 0.003 0.011
O -1.306 -9.402 18.918 -0.005 -0.005 0.003
O 9.641 -4.878 20.99 -0.009 0.013 0
O 7.68 -10.813 22.387 -0.002 -0.001 0.021
O 8.795 -8.674 23.402 0.005 -0.007 0.014
O -3.219 -8.824 13.935 -0.004 0.003 0.009
O 13.006 -3.565 17.565 -0.002 0.005 0.003
O 10.952 -1.58 23.451 -0.002 0.015 0.002
O 12.386 -10.555 17.196 -0.001 0 0.007
O 13.773 -7.241 22.58 0.03 0.01 0
O -2.663 1.301 14.715 0.007 0.009 0
O -4.278 -1.04 12.699 -0.009 0.001 0
O -1.446 -5.92 11.635 0.002 -0.002 0.024
O -1.734 -0.891 12.121 -0.002 -0.005 -0.007
O 1.665 5.155 11.52 -0.001 -0.018 0.017
O 1.92 -7.774 10.729 -0.003 0.004 0.014
O 2.042 -5.255 11.602 0.001 0.007 -0.011
O 4.764 -0.487 14.751 0.022 0.007 0.023
O 5.72 0.313 10.429 -0.004 -0.001 0.001
O 5.689 -7.806 10.551 0.003 0.008 0.013
O 5.82 5.325 11.695 -0.002 -0.016 0.017
O 5.718 -6.012 14.164 -0.017 0 0.012
O 10.72 -0.2 19.129 -0.003 -0.001 0.004
O -5.442 2.241 12.479 -0.002 -0.006 0.02
O -1.781 -9.516 11.815 0.001 -0.001 0.048
O 5.917 -5.443 11.617 0.007 -0.001 0.011
O 8.738 -0.092 12.751 0.002 0.002 0
O 11.835 -1.339 16.871 -0.003 -0.001 0.002
O 8.835 -2.266 20.604 -0.001 -0.004 0.005
O 13.874 -7.212 17.48 -0.003 0.001 0.004
O 6.968 -7.143 22.22 -0.018 -0.006 0.004
O 5.902 1.759 15.653 0.002 -0.004 -0.002
O 7.249 -0.596 15.503 -0.012 0.007 0.005
O -4.274 1.91 10.138 0.031 -0.001 0.019
O 0.414 -2.245 12.894 0.007 0.001 0.005
O 5.44 -1.512 12.365 -0.014 0.001 0.019
O 1.235 -11.021 24.14 0.02 0.002 -0.042
O -0.25 0.299 15.033 -0.006 0.002 0
O 9.466 -1.808 14.607 -0.006 0 0.009
O 11.53 2.076 20.15 0.001 -0.001 0.004
O 8.105 2.205 18.116 -0.002 0.002 0.004
O 2.362 -6.341 20.169 0.002 0 0.008
O -5.069 -9.596 15.597 0.004 -0.003 0.001
O 9.235 -2.713 12.136 0.004 0.012 0
O -0.297 -2.057 10.302 0.002 0.001 0.019
O 3.792 -7.494 18.28 0.001 -0.006 -0.001
O 1.721 -3.407 23.074 -0.013 -0.002 0.014
O -0.345 1.379 22.439 -0.002 0.002 0.005
O -2.302 -5.399 14.018 -0.007 0.003 -0.005
O -0.193 -7.083 19.773 0.005 -0.002 0
O 12.23 -11.767 22.262 0.001 -0.011 -0.009
O 8.105 -0.426 22.402 -0.009 -0.01 -0.002
O 8.016 -12.854 20.682 -0.002 -0.011 -0.007
O -0.854 1.819 12.848 -0.005 -0.004 0.007
O -5.589 4.147 10.769 -0.007 0.01 -0.005
O 7.626 -7.278 12.717 -0.016 0.021 -0.009
O -4.868 -4.705 13.365 0.01 0.002 -0.004
O 6.629 -8.61 19.963 -0.002 -0.009 -0.001
O 13.24 -0.001 19.262 0.005 0 0.007
O 11.9 -0.076 21.582 0.003 0 0.003
O 3.713 4.06 12.757 0.003 -0.001 -0.011
O 2.127 0.94 23.201 -0.004 0 0.013
O 7.163 -1.905 10.251 -0.009 0.002 0.016
O 7.924 -4.725 13.216 0.001 -0.003 -0.008
O -0.9 -7.681 13.568 -0.001 0.003 0.001
O 1.743 -10.68 18.956 -0.001 0.008 -0.01
O 3.993 -4.899 18.69 0.004 0.004 0.001
O -0.146 -0.644 17.572 0 0.002 0.003
O 5.784 1.972 19.388 0 0.004 0.011
O 6.548 -2.265 18.409 -0.001 -0.002 0.006
O 9.027 -5.949 23.318 0.003 0.001 0.011
O 3.011 -6.301 13.851 0.007 0 0.003
O 0.853 -8.413 17.77 0.009 -0.015 0.001
O -0.526 2.882 15.238 -0.002 -0.008 -0.002
O 5.735 2.71 11.642 -0.005 0.012 0.005
O 3.062 -9.627 16.917 0.002 0.003 0.001
O 0.365 -5.486 13.63 0.004 0 -0.006
O 8.346 -4.188 18.83 -0.01 0.008 -0.003
O 0.411 -4.534 20.192 -0.001 0 0.011
O -0.818 -3.283 22.166 -0.005 0.001 0.002
O 4.173 -0.089 21.741 0.012 -0.007 -0.005
O 1.236 -1.791 15.422 -0.007 0.007 0.006
O -4.134 3.374 15.336 0.001 -0.007 0
O 0.158 0.527 19.956 0.001 0 0.01
O 7.638 2.131 23.22 -0.005 0.013 0.006
O -3.541 -3.359 15.136 0.002 0.006 0.004
O 5.286 -10.833 19.481 0.004 0.004 0.005
O -1.359 -2.047 15.688 0.002 0.002 0
O 0.632 -10.683 16.507 0.011 0.009 0.015
O 11.269 -6.712 22.255 -0.007 0.016 0.005
O 0.72 0.069 11.632 -0.004 -0.003 0
O 7.684 -10.559 18.443 0.003 -0.007 0
O 1.617 2.541 12.192 0 0.003 0.002
O 2.853 -1.358 13.27 -0.009 -0.001 -0.003
O 9.455 -8.979 11.66 0 -0.009 -0.009
O 0.982 -12.6 20.651 -0.006 0.004 0.006
O -5.481 -7.556 13.847 0.029 -0.012 0.021
O 4.296 -2.774 17.158 0 -0.001 0.004
O 4.986 -6.6 20.511 -0.008 0.005 0.006
O 9.892 -11.426 17.443 -0.008 -0.002 0.002
O 11.321 1.206 16.972 0.002 0.003 -0.002
O 11.791 -5.765 18.345 0.002 -0.006 0.002
O 11.742 -8.404 18.542 -0.003 0.002 0.004
O 4.836 -10.295 24.219 -0.006 0 -0.017
O 7.641 3.752 16.026 -0.004 -0.005 0.001
O 7.696 0.098 19.806 -0.003 0.01 0.002
O 12.145 -10.81 19.836 0.005 0.005 -0.001
O 6.232 -4.65 17.283 -0.004 0.001 0.006
O 3.427 -12.42 20.178 0.003 0.001 0.012
O -3.916 -7.26 16.079 0.004 0.001 0.008
O 9.308 -0.685 17.053 -0.002 0.003 0.001
O -0.575 -2.077 19.766 -0.002 0.007 0.007
O -0.995 5.291 14.336 0.005 0.005 -0.008
O 13.952 -12.766 20.468 0.008 -0.002 0.016
O 1.458 4.372 14.066 -0.004 0 0.008
O 4.383 -7.736 15.642 -0.001 -0.005 0.011
O 10.864 -3.405 19.197 0.005 0.001 0.004
O 2.292 -3.794 13.908 0 0.009 -0.001
O 5.981 3.951 14.015 0.011 -0.009 0.016
O 5.663 -9.153 17.48 -0.004 0.001 0.001
O -5.342 1.051 14.734 0.012 0 0.006

Results
free energy: -281982.446 eV
free energy less fixed offsets of O -568.88, Si -635.61 eV per atom: -11.726 eV

The program warned: the cutoff lies below the one the program advises for these potential files; the forces do not sum to zero within the program's tolerance; the exchange-correlation potential is rough where the density is thin.
